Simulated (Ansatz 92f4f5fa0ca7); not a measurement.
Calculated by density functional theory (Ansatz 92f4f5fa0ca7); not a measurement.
Periodic cell of 231 atoms, Si140O85As6, from a study of silicon, its oxide and their interface. The atomic structure is a simulated model.
Doubt: the cutoff is low for norm-conserving oxygen, so forces and energies are approximate.
Doubt: the program's own warning below bears on the result.
This geometry differs little from another in the collection (a relaxation step or a small displacement).

Settings: functional HSE06; potential files SPMS norm-conserving; basis plane waves; wave-function cutoff 800 eV; density cutoff ratio 4; exchange-correlation grid ratio 1; k mesh 1 x 1 x 1, Gamma-centred; occupations fixed; spin none; net charge 0.

Cell vectors (angstrom)
a	11.6015	0	0
b	0	10.938	0
c	0	0	32.8271

Atoms: element, x, y, z (angstrom)
Si	0.047	-0.0077	24.3589
Si	4.0018	-0.0642	24.2057
Si	7.9172	-0.0156	24.3326
As	2.035	1.3118	23.9882
As	5.9243	1.3655	23.9681
Si	9.7695	1.4007	24.4481
Si	0.2743	5.7323	23.9092
Si	4.1006	5.4867	24.1872
Si	7.9396	5.5834	23.9454
As	2.2384	7.0491	23.983
Si	5.971	6.9598	24.0661
Si	9.8663	6.8717	24.3176
Si	2.0227	2.6555	25.995
Si	5.9222	2.6633	26.007
Si	9.7725	2.9324	26.1297
Si	0.1771	4.157	25.8505
Si	3.9765	4.0267	26.0438
Si	7.7751	4.1583	25.9283
Si	2.0796	8.1325	26.1141
Si	5.911	8.1617	26.1134
Si	9.7698	8.1961	26.2348
Si	0.1372	9.4842	26.1793
Si	3.9817	9.5228	26.1178
Si	7.8147	9.5165	26.1854
Si	0.0755	0.0237	28.018
Si	3.9366	0.0113	28.001
Si	7.8057	0.0353	28.0268
Si	2.0016	1.3793	27.9882
Si	5.8718	1.3759	27.991
Si	9.7425	1.4121	27.9831
Si	0.0929	5.4337	27.9254
Si	3.9295	5.4135	27.9865
Si	7.766	5.4435	27.9577
Si	2.0111	6.7893	28.0246
Si	5.846	6.7945	28.0189
Si	9.7314	6.7578	28.0563
Si	1.9336	2.7345	29.9279
Si	5.8008	2.7345	29.9279
Si	9.6679	2.7345	29.9279
Si	0	4.1018	29.9279
Si	3.8672	4.1018	29.9279
Si	7.7343	4.1018	29.9279
Si	1.9336	8.2035	29.9279
Si	5.8008	8.2035	29.9279
Si	9.6679	8.2035	29.9279
Si	0	9.5708	29.9279
Si	3.8672	9.5708	29.9279
Si	7.7343	9.5708	29.9279
Si	0	0	31.8615
Si	3.8672	0	31.8615
Si	7.7343	0	31.8615
Si	1.9336	1.3673	31.8615
Si	5.8008	1.3673	31.8615
Si	9.6679	1.3673	31.8615
Si	0	5.469	31.8615
Si	3.8672	5.469	31.8615
Si	7.7343	5.469	31.8615
Si	1.9336	6.8362	31.8615
Si	5.8008	6.8362	31.8615
Si	9.6679	6.8362	31.8615
Si	1.9336	2.7345	0.9679
Si	5.8008	2.7345	0.9679
Si	9.6679	2.7345	0.9679
Si	0	4.1018	0.9679
Si	3.8672	4.1018	0.9679
Si	7.7343	4.1018	0.9679
Si	1.9336	8.2035	0.9679
Si	5.8008	8.2035	0.9679
Si	9.6679	8.2035	0.9679
Si	0	9.5708	0.9679
Si	3.8672	9.5708	0.9679
Si	7.7343	9.5708	0.9679
Si	-0.0577	-0.0264	2.9758
Si	3.782	0.0086	2.8653
Si	7.7158	0.0217	2.8711
Si	1.851	1.381	2.9088
Si	5.7288	1.3255	2.8609
Si	9.6493	1.3657	2.8987
Si	-0.097	5.4849	2.9487
Si	3.7691	5.506	2.8983
Si	7.684	5.506	2.851
Si	1.821	6.8638	2.9083
Si	5.7278	6.8101	2.815
Si	9.6132	6.8965	2.9925
Si	1.7975	2.8414	4.7837
Si	5.612	2.7099	4.7403
Si	9.5528	2.7241	4.8309
Si	-0.1443	4.1679	4.9511
Si	3.7541	4.1566	4.8391
Si	7.5903	3.9761	4.6212
Si	1.7858	8.2462	4.8292
Si	5.749	8.2548	4.6175
Si	9.5988	8.2031	5.0607
Si	-0.1182	9.6697	5.071
Si	3.7635	9.5463	4.7519
Si	7.6628	9.5907	4.7815
Si	-0.2195	0.3418	7.0155
Si	3.624	0.0413	6.598
Si	7.317	0.0922	6.6126
Si	1.8139	1.5416	6.7166
As	5.4949	1.5787	6.8253
Si	9.2795	1.4496	6.8309
Si	0.0746	5.4377	7.0399
Si	3.8563	5.7157	6.632
Si	7.6063	5.3146	6.4661
As	1.8548	7.0428	6.8614
As	5.8698	6.978	6.5446
Si	9.4388	6.6543	7.008
O	12.2054	4.5332	8.3424
O	6.8886	10.0432	7.8582
O	8.6449	7.2198	8.3818
O	3.353	10.0179	7.9023
O	9.0796	2.4064	8.177
O	7.4534	4.3939	7.8288
O	4.0513	5.2467	8.2115
O	-0.1769	10.8782	8.64
O	2.1589	2.4549	8.0639
O	4.0589	9.9772	22.8262
O	5.8502	8.0438	22.805
O	5.7872	9.9772	20.8565
O	4.2559	4.452	22.9038
O	9.8343	7.8475	23.0093
O	0.2429	5.4776	22.255
O	8.1538	4.9462	22.4262
O	11.161	10.1307	22.9837
O	9.709	2.0341	22.9303
Si	-0.6722	18.3615	12.4908
Si	-0.0572	5.6371	20.6391
Si	8.41	0.5124	11.244
Si	5.898	-1.9186	16.8102
Si	8.3601	3.6414	8.9308
Si	-10.1234	7.0523	18.3738
Si	-3.5966	10.805	15.8369
Si	-0.2414	0.78	10.0443
Si	-5.0391	10.0448	9.4413
Si	12.8717	2.9171	20.4629
Si	-6.0584	0.8049	16.947
Si	-3.896	3.272	11.8407
Si	9.814	9.3524	22.4951
Si	1.3958	9.5857	11.4954
Si	5.6819	7.6905	14.2075
Si	4.9502	9.0282	21.8707
Si	8.7183	4.7342	20.9114
Si	14.5951	4.7346	11.5432
Si	4.885	3.7536	16.6174
Si	10.1396	2.0393	21.3838
Si	4.5705	6.2704	9.3757
Si	1.3397	14.2553	9.1739
Si	1.4817	-4.9381	13.827
Si	3.7	9.3076	9.3026
Si	-6.2815	15.4951	13.5617
Si	8.3898	9.1484	13.2948
Si	7.5326	18.0951	9.5897
Si	3.9506	6.8246	19.9916
Si	1.4558	9.7738	16.6668
Si	9.3775	5.3807	10.9932
Si	-5.289	10.1199	19.3362
Si	3.8123	4.2452	21.3649
Si	1.9288	4.5662	16.5212
Si	5.9682	4.7595	19.372
Si	1.3172	1.6939	17.7075
Si	-2.173	10.2958	19.8307
Si	10.6111	-10.8678	17.2261
Si	2.9063	-2.2116	14.0589
O	-6.9405	2.1438	16.7999
O	7.501	15.7596	19.856
O	-0.9407	6.2128	11.447
O	9.6493	0.782	20.5328
O	1.7599	5.3819	12.3585
O	4.0821	7.7694	9.0632
O	7.1159	8.6449	9.9892
O	12.1844	4.2966	19.973
O	9.5056	4.6426	9.5404
O	-1.6787	5.7542	20.5186
O	5.0586	3.8464	20.391
O	-8.3752	5.6626	20.8573
O	5.6264	7.7431	15.8549
O	-0.2682	12.3715	17.6703
O	7.4467	3.2628	10.2209
O	6.1811	6.2706	9.429
O	-4.7542	11.9361	15.9751
O	3.9694	4.1445	12.7249
O	-3.6972	-0.8093	19.4047
O	8.203	6.479	10.886
O	2.5662	7.149	14.1243
O	-0.0568	10.1633	16.2041
O	4.9953	10.1212	9.8424
O	13.9268	3.7897	10.3904
O	-10.3473	5.7525	17.4083
O	1.5184	3.0245	16.8048
O	0.5921	6.847	19.7396
O	3.9077	5.8211	10.7719
O	4.4989	8.712	13.7587
O	12.2916	10.9953	11.153
O	-10.0518	4.876	14.9757
O	4.9445	-0.6325	16.4329
O	-6.2239	-6.9345	15.0902
O	2.4154	-1.5683	15.4491
O	5.7844	8.8574	18.4247
O	9.8467	9.184	20.903
O	-1.2574	10.105	18.5299
O	5.8654	15.174	17.8308
O	1.7687	2.041	19.2093
O	2.607	3.184	21.3275
O	-3.0545	-0.6347	14.4146
O	1.2515	8.4919	17.6516
O	7.439	-1.4628	16.5647
O	6.5042	3.8645	12.7154
O	8.9962	4.2364	12.0762
O	5.8629	0.5401	18.5353
O	9.3875	3.2882	20.7356
O	-2.359	0.5327	16.5771
O	0.2464	19.3971	11.6542
O	5.3848	6.2653	19.5093
O	0.2342	2.313	9.8191
O	3.5206	4.5938	16.7968
O	7.3138	0.3817	10.0657
O	13.789	-1.3535	12.8989
O	3.0492	-3.8185	18.7137
O	8.3616	10.0217	11.9549
O	-3.6016	12.6692	12.2349
O	8.4358	-0.8486	22.9824
O	4.0257	8.1199	20.9278
O	2.011	0.2607	17.293
O	9.8616	11.743	10.6238
O	-1.9689	8.1352	13.1279
O	2.4477	9.3154	10.3054
O	-16.1405	-2.6557	13.6104
O	0.1554	2.1279	21.3189
O	5.4884	6.1745	13.6804
O	0.0532	6.742	13.7635

Results
free energy: -69881.536 eV
free energy less fixed offsets of As -2657.37, O -447.96, Si -113.29 eV per atom: -0.116 eV
gap between the highest filled and lowest empty level on this k mesh: 1.503 eV

The program warned: the cutoff lies below the one the program advises for these potential files; the model core charge is not resolved on the grid; the forces do not sum to zero within the program's tolerance; the exchange-correlation potential is rough where the density is thin.
